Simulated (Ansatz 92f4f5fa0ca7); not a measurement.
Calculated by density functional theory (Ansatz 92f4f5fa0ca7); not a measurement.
Periodic cell of 213 atoms, Si132O79H1N1, from a study of silicon, its oxide and their interface. The atomic structure is a simulated model.

Settings
functional: PBE
potential files: Ansatz PAW
basis: plane waves
wave-function cutoff: 700 eV
density cutoff ratio: 5
exchange-correlation grid ratio: 1
k mesh: 2 x 2 x 1, shifted by 0.5 0.5 0.5 of a step
self-consistency stop: 5e-08 eV per atom in the density residual
occupations: fixed
spin: none
net charge: 0

Cell vectors (angstrom)
a, 10.938, 0, 0
b, 0, 10.938, 0
c, 0, 0, 31.7412

Atoms and the computed forces on them: element, x, y, z (angstrom), force x, y, z (eV/angstrom)
Si, -0.3889, 0.3552, 24.3459, -0.0142, 0.0291, -0.0354
Si, 6.1811, -0.564, 24.328, 0.0605, -0.014, -0.0415
Si, 2.1379, 3.3131, 24.4035, -0.0271, 0.0354, -0.0532
Si, 8.6205, 2.091, 24.3095, -0.0052, -0.0822, -0.0389
Si, 0.4876, 5.0885, 24.256, 0.0358, -0.0079, -0.0299
Si, 4.7517, 6.1124, 24.3223, -0.0557, 0.0487, -0.0516
Si, 3.0416, 7.9276, 24.4668, 0.0247, -0.0381, -0.0267
Si, 7.77, 8.5334, 24.3083, -0.021, 0.019, -0.05
Si, 1.2828, 1.4558, 25.6187, 0.0005, 0.0184, 0.0098
Si, 6.9287, 1.2415, 25.7079, -0.0161, -0.0303, -0.0297
Si, 4.0349, 4.1754, 25.5351, -0.0255, 0.0265, 0.0133
Si, 9.5593, 4.0572, 25.3906, 0.0403, -0.0292, 0.0298
Si, 1.3727, 6.7932, 25.6594, -0.0044, -0.0051, -0.0282
Si, 6.7065, 6.8412, 25.5377, -0.0141, 0.0011, 0.0031
Si, 4.2125, 9.6346, 25.5494, 0.0487, -0.026, 0.0337
Si, 9.526, 9.5424, 25.5681, -0.0165, 0.0238, -0.0122
Si, 2.7405, 0.0397, 26.8931, -0.0017, -0.0028, 0.0479
Si, 8.2599, -0.075, 27.0596, 0.0058, -0.0045, -0.0258
Si, -0.0713, 2.7942, 26.9779, -0.0029, 0.0013, -0.0477
Si, 5.464, 2.7418, 26.8859, -0.0148, 0.0209, 0.0525
Si, 2.7406, 5.4587, 27.0277, -0.0025, 0.0015, -0.0267
Si, 8.1766, 5.4466, 26.8352, 0.0054, -0.01, 0.0586
Si, -0.0154, 8.2003, 26.9306, 0.001, 0.0031, 0.1021
Si, 5.4628, 8.2283, 26.9934, -0.0071, -0.0004, -0.0375
Si, 4.1018, 1.3673, 28.3229, -0.0237, 0.1777, -0.3774
Si, 9.5708, 1.3673, 28.3229, 0.0835, 0.136, 0.4734
Si, 1.3673, 4.1018, 28.3229, -0.2514, -0.0201, 0.3827
Si, 6.8362, 4.1018, 28.3229, 0.0477, -0.0406, -0.5678
Si, 4.1018, 6.8362, 28.3229, 0.039, 0.173, 0.3913
Si, 9.5708, 6.8362, 28.3229, -0.271, -0.1996, -0.5401
Si, 1.3673, 9.5708, 28.3229, 0.1304, 0.0816, -0.4863
Si, 6.8362, 9.5708, 28.3229, -0.0168, -0.2954, 0.7063
Si, 0, 0, 29.6902, 0.0781, 0.1651, -0.0011
Si, 5.469, 0, 29.6902, 0.0835, -0.0281, -0.0282
Si, 2.7345, 2.7345, 29.6902, -0.0704, -0.0266, -0.0141
Si, 8.2035, 2.7345, 29.6902, -0.0288, -0.1194, -0.0077
Si, 0, 5.469, 29.6902, 0.0459, -0.0658, -0.0094
Si, 5.469, 5.469, 29.6902, 0.0067, 0.0833, -0.023
Si, 2.7345, 8.2035, 29.6902, 0.05, -0.0374, 0.0019
Si, 8.2035, 8.2035, 29.6902, -0.1686, -0.0537, 0.0256
Si, 1.3673, 1.3673, 31.0574, 0.0617, -0.0832, 0.0236
Si, 6.8362, 1.3673, 31.0574, -0.0345, 0.074, -0.0067
Si, 4.1018, 4.1018, 31.0574, 0.0103, -0.0115, -0.0075
Si, 9.5708, 4.1018, 31.0574, -0.0473, 0.0523, -0.0147
Si, 1.3673, 6.8362, 31.0574, -0.0755, 0.0534, -0.003
Si, 6.8362, 6.8362, 31.0574, 0.097, -0.0295, 0.0255
Si, 4.1018, 9.5708, 31.0574, -0.0544, 0.0648, -0.0115
Si, 9.5708, 9.5708, 31.0574, 0.0255, -0.0662, -0.0121
Si, 2.7345, 0, 0.6835, 0.0292, -0.0406, 0.006
Si, 8.2035, 0, 0.6835, -0.0482, 0.0472, -0.0165
Si, 0, 2.7345, 0.6835, -0.0236, 0.0357, -0.0002
Si, 5.469, 2.7345, 0.6835, 0.038, -0.0599, 0.0131
Si, 2.7345, 5.469, 0.6835, -0.0279, 0.0465, -0.0089
Si, 8.2035, 5.469, 0.6835, 0.0338, -0.071, 0.0056
Si, 0, 8.2035, 0.6835, 0.0549, -0.0293, 0.0173
Si, 5.469, 8.2035, 0.6835, -0.0227, 0.0025, -0.0023
Si, 4.1018, 1.3673, 2.0507, -0.0108, 0.0294, -0.0237
Si, 9.5708, 1.3673, 2.0507, -0.051, -0.0947, 0.0515
Si, 1.3673, 4.1018, 2.0507, 0.0236, -0.005, 0.0472
Si, 6.8362, 4.1018, 2.0507, -0.0158, 0.0515, -0.0294
Si, 4.1018, 6.8362, 2.0507, 0.0152, -0.0376, 0.0458
Si, 9.5708, 6.8362, 2.0507, -0.0625, 0.0228, -0.0516
Si, 1.3673, 9.5708, 2.0507, 0.0314, 0.1236, -0.0458
Si, 6.8362, 9.5708, 2.0507, 0.1021, -0.0111, 0.0455
Si, 0, 0, 3.418, 0.3353, -0.1418, -0.6006
Si, 5.469, 0, 3.418, -0.2472, 0.1576, 0.5807
Si, 2.7345, 2.7345, 3.418, 0.2283, -0.0138, -0.2397
Si, 8.2035, 2.7345, 3.418, -0.2983, -0.1065, 0.3289
Si, 0, 5.469, 3.418, 0.1006, 0.2102, 0.3881
Si, 5.469, 5.469, 3.418, -0.0094, -0.2123, -0.4757
Si, 2.7345, 8.2035, 3.418, 0.0912, 0.2616, 0.5571
Si, 8.2035, 8.2035, 3.418, 0.0656, -0.1234, -0.7083
Si, 1.3964, 1.3365, 4.7373, 0.0323, -0.0107, 0.0347
Si, 6.7893, 1.3881, 4.8661, -0.0402, 0.0172, -0.0449
Si, 4.1399, 4.081, 4.7714, 0.0012, -0.018, 0.0253
Si, 9.5574, 4.1016, 4.7853, -0.0103, 0.0123, -0.0695
Si, 1.3921, 6.8583, 4.8499, -0.0065, 0.0039, -0.0674
Si, 6.8164, 6.8552, 4.7018, 0.0072, -0.0037, 0.0188
Si, 4.0848, 9.6102, 4.901, -0.0016, 0.0116, -0.0666
Si, 9.6398, 9.5041, 4.69, 0.014, -0.0146, 0.0492
Si, 2.6513, 0.0699, 6.3237, -0.0214, 0.0079, 0.0003
Si, 8.2758, -0.0853, 5.9876, 0.0203, -0.0086, 0.0183
Si, 0.0528, 2.7307, 6.0525, 0.0218, -0.0114, 0.0129
Si, 5.3834, 2.7657, 6.3439, -0.0085, 0.0491, -0.0197
Si, 2.8426, 5.4963, 6.145, 0.0101, -0.0037, -0.0002
Si, 8.137, 5.4875, 6.0675, -0.0237, -0.0229, 0.0196
Si, -0.0017, 8.2279, 6.2304, -0.0026, 0.0207, -0.0139
Si, 5.5574, 8.1998, 6.1651, 0.0257, -0.0196, 0.0053
Si, 3.4385, 1.9711, 7.5739, -0.0432, 0.0364, 0.06
Si, 10.0071, 0.9241, 7.1813, -0.017, -0.0433, 0.0352
Si, 1.7664, 3.774, 7.2969, 0.0112, -0.0147, 0.0422
Si, 6.3388, 4.6946, 7.3826, -0.018, 0.0364, 0.0479
Si, 4.6585, 6.4122, 7.4081, 0.0393, -0.0407, 0.0657
Si, 9.261, 7.0363, 7.4011, -0.0397, 0.0185, 0.0515
Si, 0.7379, 10.122, 7.5088, -0.018, 0.0246, 0.0441
Si, 7.5118, 9.0206, 7.2617, 0.0251, -0.0334, 0.0635
O, 0.7648, 9.8326, 9.1748, 0.0057, 0.0153, 0.0067
O, 1.1887, 4.5064, 8.676, -0.0253, -0.0013, -0.0099
O, 5.3531, -1.5078, 10.6357, 0.033, 0.0113, 0.0164
O, 7.1019, 9.8273, 8.6584, 0.0057, -0.034, -0.0008
O, 3.5309, 1.6293, 9.207, 0.0123, 0.0072, -0.0063
O, 4.6689, 6.6725, 9.0979, 0.0138, 0.0039, -0.0205
N, 6.6084, 4.8073, 9.1383, -0.005, -0.0072, -0.0041
O, 9.8824, 6.0909, 8.6699, 0.0159, 0.014, -0.0166
O, 2.44, 2.9232, 22.8012, 0.0188, -0.0139, 0.0279
O, 6.3001, 10.8522, 22.6986, -0.0127, 0.0241, 0.0229
O, 7.6781, 2.272, 22.9165, 0.0156, -0.0071, 0.0023
O, 0.3666, 5.6102, 22.6798, -0.0173, -0.0006, -0.0154
O, 2.3195, 8.6278, 23.1108, -0.0045, 0.0205, -0.0041
O, 8.1812, 8.0347, 22.7719, -0.0055, -0.0053, -0.0195
O, 4.8889, 5.7992, 22.7116, 0.0087, -0.0053, 0.0092
O, 11.3102, 10.5803, 23.0154, 0.0084, -0.0041, 0.0116
Si, 0.3467, 3.6349, 14.975, -0.002, -0.0063, 0.0026
Si, 6.9176, 11.2117, 14.0649, 0.0028, 0, 0.0016
Si, 3.8887, 2.0485, 10.747, 0.0012, 0.0048, 0.0172
Si, 3.3889, 1.7097, 22.2824, 0.0098, -0.0187, -0.0113
Si, 1.8786, 10.1001, 22.5617, 0.0193, 0.016, -0.0116
Si, 4.8666, 10.1937, 11.9937, -0.0038, -0.0104, 0.002
Si, 13.3491, 11.1992, 19.8633, 0.004, 0.0037, 0.003
Si, 6.3658, 13.4495, 17.0319, -0.0055, 0.0016, -0.0007
Si, 9.6884, 3.4118, 19.7175, 0.0049, 0.0027, 0.0033
Si, 2.7426, 17.5655, 19.4079, -0.003, 0.0035, -0.0131
Si, -1.4839, 13.2961, 16.9497, 0.0001, -0.004, -0.0039
Si, 1.6015, 8.6121, 15.6207, -0.0015, 0.0035, 0.0065
Si, 1.1183, 6.2452, 12.1773, -0.005, -0.001, -0.007
Si, 10.4154, 11.5721, 19.0812, -0.0008, -0.0037, 0.0005
Si, 9.5701, 6.0314, 13.9839, -0.0099, 0.0013, 0.0008
Si, 5.438, 14.1141, 14.3578, -0.0005, 0.0035, 0.0005
Si, 11.0181, 5.8589, 21.0884, 0.0049, -0.0066, -0.0107
Si, 6.3947, 12.4266, 22.2408, -0.0121, 0.0133, -0.0116
Si, -0.9295, 2.0202, 10.0594, -0.0084, 0.007, -0.0014
Si, 5.3562, 5.733, 21.1668, -0.0005, -0.0073, -0.0029
Si, 6.0482, 6.262, 9.9317, 0.0071, -0.0051, 0.0136
Si, 7.0042, 15.991, 12.4654, 0, 0.0044, 0.0007
Si, 2.5312, 14.478, 12.9593, -0.0004, -0.0061, 0.0012
Si, 11.578, 10.6134, 10.6179, 0.0023, 0.0018, 0.0115
Si, 8.8883, 10.909, 11.8695, -0.0079, 0.007, 0.004
Si, 13.2009, 9.0252, 12.5918, 0.007, -0.0092, 0.0013
Si, 6.701, 3.2505, 20.0145, -0.0061, -0.0076, 0.0032
Si, 8.581, 9.2309, 18.8382, -0.0022, -0.0013, 0.0033
Si, 8.1429, 7.409, 21.2616, -0.008, 0.0224, -0.0029
Si, 6.5725, 3.4207, 10.1717, -0.0058, -0.0053, 0.0006
Si, 6.8649, -1.7823, 10.1138, -0.0109, 0.0085, -0.0043
Si, 6.3085, 10.4578, 17.0357, -0.0007, -0.0008, 0.0019
Si, -0.1269, 5.0136, 9.4919, 0.0043, -0.0085, 0.0388
Si, -0.9339, 7.5358, 16.6116, -0.0024, 0.0003, 0.0007
Si, 1.4837, 5.857, 16.8071, 0.0018, -0.0047, 0.0009
Si, 3.5788, 9.3522, 17.817, 0.0021, 0.0031, -0.0026
O, 8.4373, 11.163, 13.4239, -0.0147, -0.0089, -0.016
O, 7.8908, -1.078, 11.1387, -0.0186, 0.0065, 0.0028
O, 10.3293, 10.19, 11.5927, 0.0071, 0.0272, -0.0153
O, 2.4252, 5.6261, 18.1298, -0.0205, 0.0269, -0.002
O, 9.6006, 6.6932, 20.9692, -0.0007, 0.0007, 0.0137
O, 4.9261, 2.1038, 22.6755, -0.0095, -0.0275, -0.0117
O, 9.7274, 3.5232, 18.0771, -0.0072, -0.0271, 0.0195
O, -4.0006, 10.473, 15.5218, -0.0093, 0.0154, 0.0011
O, 3.0803, 8.0745, 18.7099, -0.0043, -0.0019, -0.0067
O, 0.5246, 12.2295, 10.2817, -0.03, -0.031, 0.0039
O, 6.802, 17.4253, 21.0558, 0.0114, -0.0035, 0.0067
O, 6.2337, 1.7689, 14.046, -0.0039, -0.0034, 0.0055
O, 1.395, 6.5955, 20.3864, -0.0038, -0.0251, 0.0064
O, 3.4976, 10.6412, 18.8073, -0.0236, -0.0099, 0.0059
O, 9.2052, 17.878, 15.3019, 0.0333, -0.0065, 0.0052
O, 7.0931, -3.3953, 9.8863, -0.0276, 0.0146, 0.0008
O, 14.0583, 12.4326, 20.6823, -0.0159, -0.0254, 0.0215
O, 13.5727, 13.7008, 11.527, 0.0207, -0.0015, 0.0165
O, -0.9242, 3.6385, 9.9429, 0.018, -0.0045, -0.0096
O, 6.0444, -0.6436, 13.0795, 0.0033, 0.0172, -0.0112
O, 10.8752, 17.6032, 13.2342, -0.0022, -0.0123, -0.0017
O, 4.1074, 6.2494, 20.2328, -0.0099, 0.0071, 0.016
O, -3.0336, 13.364, 16.443, -0.0051, 0.0006, 0.0337
O, 2.0694, 7.0348, 15.805, -0.0285, 0.0134, 0.0245
O, 5.9505, 5.9479, 11.5505, 0.0232, -0.0164, 0
O, 4.3298, 0.7337, 11.5952, 0.0091, 0.0051, -0.0095
O, 6.5659, 1.7268, 20.6281, 0.0005, 0.0324, 0.0184
O, 8.2736, 16.88, 12.9948, 0.0034, -0.0138, 0.0081
O, 1.0992, 11.6426, 19.0172, -0.0075, -0.0111, 0.0217
O, -0.0142, 17.2856, 17.2778, 0.0164, 0.0153, -0.0294
O, 7.4857, 3.8243, 11.4871, -0.029, 0.0285, 0.0061
O, 5.4239, 14.2662, 15.9851, 0.0213, -0.0189, -0.0076
O, 2.9738, 11.2417, 23.0566, -0.0175, 0.0127, -0.0413
O, 10.7985, 4.4051, 20.3604, -0.0215, 0.0143, 0.0051
O, 8.9948, 8.0786, 17.7534, 0.0117, 0.0159, 0.0031
O, 7.9189, 8.5699, 20.154, 0.0177, -0.0276, 0.0123
O, 12.8684, 18.55, 11.8673, -0.0053, 0.0119, 0.0243
O, 6.3636, 3.305, 18.4365, 0.0107, -0.0168, 0.0031
O, 1.3559, 15.4085, 15.963, -0.0213, 0.0112, -0.0055
O, 2.1902, 16.0709, 12.7286, -0.0147, -0.0006, -0.0115
O, 7.4722, 10.1749, 18.1285, -0.0022, -0.0131, -0.0062
O, 5.6176, 4.1824, 20.7696, 0.0166, 0.0123, -0.0072
O, 2.5931, 9.5369, 16.5248, -0.0078, -0.029, 0.008
O, -5.201, 11.9663, 17.2799, 0.0241, 0.006, -0.0116
O, 9.3738, 1.4225, 8.6601, 0.0201, 0.0117, 0.0113
O, 10.998, 8.7546, 16.1546, 0.0122, -0.0387, 0.0025
O, 10.5266, 13.3737, 15.7462, 0.0003, 0.02, 0.0128
O, 3.9078, 14.1926, 13.797, -0.0026, 0.0033, -0.0047
O, -0.9788, 1.8336, 20.1172, -0.0014, 0.0181, -0.0315
O, 6.8624, 2.0565, 9.3456, 0.0489, -0.0054, -0.0228
O, 9.7612, 11.8533, 17.6209, 0.006, 0.0306, 0.0221
O, -1.081, 10.0857, 19.4317, -0.0111, -0.0029, -0.0109
O, 1.2487, 13.8943, 13.7978, 0.0112, 0.0229, 0.0079
O, 12.8778, 10.0481, 20.9335, 0.0095, 0.0288, 0.0124
O, 10.0403, 15.4723, 14.4175, 0.0101, 0.0174, 0.0028
O, 1.6044, 9.1119, 14.0756, 0.0155, -0.0133, 0.0011
O, 0.3844, 5.7392, 10.8342, 0.0027, -0.0074, -0.0025
O, 8.2094, 3.8287, 20.2599, 0, -0.0187, -0.0145
O, 3.8508, 9.2031, 12.7715, -0.009, 0.0004, -0.0096
O, -5.819, 9.343, 17.2467, 0.0004, 0.0209, 0.0063
O, 5.0612, 3.1729, 10.7579, -0.0104, -0.0244, 0.0011
O, 1.8961, 10.2457, 11.5638, -0.0198, -0.0081, -0.0217
O, 6.2502, 4.4549, 13.7679, 0.002, -0.0157, -0.0126
O, 8.9961, 1.4785, 11.2198, 0.0358, -0.0223, -0.0058
H, 7.7329, 1.7905, 8.9735, -0.0424, 0.008, 0.0182

Results
free energy: -129259.189 eV
free energy less fixed offsets of H -17.10, N -388.26, O -569.03, Si -635.61 eV per atom: 0.061 eV

The program warned: the cutoff lies below the one the program advises for these potential files; the forces do not sum to zero within the program's tolerance; the exchange-correlation potential is rough where the density is thin.
